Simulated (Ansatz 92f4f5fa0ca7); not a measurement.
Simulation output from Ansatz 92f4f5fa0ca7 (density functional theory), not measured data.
Periodic cell of 189 atoms, Si117O72, from a study of silicon, its oxide and their interface. The atomic structure is a simulated model.

Settings: functional r2SCAN; potential files Ansatz norm-conserving; basis plane waves; wave-function cutoff 1300 eV; density cutoff ratio 4; exchange-correlation grid ratio 1; k mesh 2 x 2 x 1, shifted by 0.5 0.5 0.5 of a step; self-consistency stop 5e-08 eV per atom in the density residual; occupations Fermi-Dirac, 0.05 eV; spin none; net charge 0.

Cell vectors (angstrom)
a	11.5403	0	0
b	0	11.5403	0
c	0.5278	-7.0288	25.5481

Atoms: element, x, y, z (angstrom)
Si	0.4692	1.1576	0.542
Si	0.3698	4.2899	0.3035
Si	0.2986	9.7076	-0.208
Si	4.276	0.3837	0.0991
Si	4.3357	5.4519	-0.1077
Si	4.2612	8.7182	0.2548
Si	8.3327	0.4202	0.0397
Si	7.9748	5.8806	0.0559
Si	8.0932	8.9491	0.5624
Si	2.4991	0.9859	1.609
Si	2.4083	4.9236	1.3316
Si	2.1933	8.8381	1.3237
Si	6.2807	0.9967	1.2447
Si	6.1441	5.1566	1.382
Si	6.0943	8.8496	1.7279
Si	9.9897	1.031	1.6388
Si	9.9198	4.9849	1.3723
Si	10.1728	8.9481	1.5346
Si	2.4804	3.0353	2.762
Si	2.2474	6.8621	2.7311
Si	2.3365	10.6332	2.9057
Si	6.216	3.0398	2.5755
Si	6.1475	6.8789	2.9463
Si	6.1902	10.8394	2.9077
Si	9.9089	3.0746	2.7766
Si	10.1166	6.892	2.7842
Si	10.0708	10.7304	3.0088
Si	0.4309	3.0422	4.0325
Si	0.4278	6.8217	4.2194
Si	0.4582	10.7545	4.308
Si	4.3786	3.0394	4.0947
Si	4.1694	6.8703	4.2069
Si	4.264	10.7531	4.2586
Si	8.0172	3.0489	4.115
Si	8.1547	6.8802	4.1924
Si	8.1063	10.7582	4.2848
Si	0.4395	1.2247	5.5371
Si	0.419	4.8499	5.5334
Si	0.4265	8.7781	5.5543
Si	4.2778	1.1976	5.557
Si	4.26	4.8928	5.5408
Si	4.2616	8.8034	5.5598
Si	8.1071	1.2011	5.5636
Si	8.094	4.9082	5.5353
Si	8.1089	8.7989	5.5544
Si	2.3473	1.2292	6.9214
Si	2.3344	4.8306	6.919
Si	2.3395	8.8183	6.9006
Si	6.1962	1.2169	6.9346
Si	6.1809	4.8791	6.9249
Si	6.191	8.8159	6.8987
Si	10.0507	1.2359	6.9065
Si	10.023	4.8377	6.9025
Si	10.0376	8.7924	6.8827
Si	2.3332	3.0142	8.4858
Si	2.2941	6.8253	8.1263
Si	2.3609	10.8031	8.1838
Si	6.1864	3.0368	8.4774
Si	6.1779	6.8474	8.1626
Si	6.2252	10.7995	8.1873
Si	10.0374	3.0334	8.4741
Si	9.9894	6.8083	8.1465
Si	10.0785	10.7893	8.1304
Si	0.4125	2.9973	9.9425
Si	0.3697	6.758	9.4548
Si	0.4282	10.787	9.5113
Si	4.2524	3.0054	9.9297
Si	4.2203	6.8342	9.4205
Si	4.3008	10.8938	9.5159
Si	8.1216	3.0247	9.9296
Si	8.0857	6.7946	9.5156
Si	8.1854	10.8333	9.4853
Si	0.466	0.8828	11.2166
Si	0.339	5.1072	11.1379
Si	0.3758	8.7476	10.5774
Si	4.3547	0.9664	11.3044
Si	4.1419	5.1392	11.0262
Si	4.2819	8.8512	10.5194
Si	8.2483	0.9212	11.2057
Si	8.0198	5.1069	11.194
Si	8.1692	8.8302	10.5853
Si	2.3759	0.1929	12.4907
Si	2.2668	5.7657	12.3878
Si	2.3502	8.7464	11.7371
Si	6.3973	0.3708	12.5658
Si	5.983	5.8652	12.2607
Si	6.2122	8.9538	11.7502
Si	10.1543	0.1879	12.5822
Si	9.9499	5.6682	12.4627
Si	10.0396	8.7094	11.9303
Si	1.1652	0.7434	17.3516
Si	6.504	3.8071	16.971
Si	5.7783	6.0609	15.2384
Si	6.1877	0.9855	15.5826
Si	-1.2278	4.1639	15.2828
Si	4.9028	-2.2065	18.2651
Si	1.9528	4.166	15.0832
Si	3.077	1.4093	15.1677
Si	9.1928	-4.6984	20.1477
Si	9.4625	5.2282	22.608
Si	2.4839	-3.0826	21.7394
Si	2.2567	-1.8808	17.7891
Si	7.3153	-3.4669	16.6264
Si	3.5986	-0.7599	20.239
Si	8.6379	-2.5775	22.8777
Si	10.1133	1.2321	15.6472
Si	10.9174	0.1059	21.42
Si	3.8242	5.1181	17.2679
Si	11.4671	2.703	22.2816
Si	7.0983	6.5413	21.9775
Si	9.0411	-1.701	19.9489
Si	11.4793	-2.1191	23.1204
Si	2.9075	-4.2511	19.0279
Si	8.7962	5.4369	17.6719
Si	1.7258	1.3396	20.4129
Si	8.0949	-0.8219	17.0511
Si	4.6212	7.343	23.5152
O	-0.0637	9.2558	-1.7847
O	0.4074	2.6706	-0.2009
O	12.5101	0.131	21.1765
O	0.2817	5.1306	-1.0992
O	3.773	-1.7666	17.1426
O	2.3255	-4.1523	20.518
O	4.5405	4.2292	-1.2523
O	3.3062	0.8455	20.5083
O	5.0019	-1.002	19.3994
O	0.9579	-2.6166	21.9785
O	7.631	5.3801	-1.4595
O	0.3693	3.877	15.2435
O	7.5602	6.8677	20.4301
O	10.1732	-3.079	23.1682
O	8.0827	7.5136	-0.2807
O	6.6092	2.3071	16.4197
O	9.8795	5.1277	16.5176
O	10.0796	10.0794	12.8703
O	2.8793	2.9189	14.6094
O	2.365	10.0798	12.6929
O	2.3658	7.4011	12.6918
O	6.2616	-2.7386	17.6231
O	2.2565	0.522	14.1063
O	6.2391	7.4884	12.4958
O	5.3874	5.5437	13.7704
O	1.9169	-3.4765	17.9423
O	6.8367	0.9397	14.0877
O	6.6349	-0.2446	16.5696
O	9.9885	7.3095	12.8567
O	-1.6664	4.8331	13.8803
O	10.7405	-0.7062	22.7903
O	8.0958	10.345	-0.3788
O	2.516	1.3011	16.6764
O	7.8155	5.0772	22.3002
O	5.5171	6.7902	22.2289
O	2.1741	5.2806	13.9512
O	0.4655	11.3551	-0.4634
O	10.3334	0.7438	14.1244
O	1.1929	1.3489	18.8669
O	9.5436	2.7515	15.5373
O	4.3476	-3.5071	19.0591
O	1.1462	-0.9025	17.1326
O	8.0196	6.8362	17.3803
O	3.1221	-3.9052	22.9746
O	10.3963	1.621	21.6478
O	5.0104	4.0385	17.6215
O	9.6042	-5.8166	19.0501
O	4.5048	6.2092	16.2544
O	6.5811	-4.0639	15.3059
O	4.3225	7.1331	-0.5108
O	9.4705	5.6093	24.1941
O	3.4764	-1.7762	21.5114
O	6.2342	-1.2906	12.8048
O	9.6215	-3.2042	19.625
O	-0.0868	1.3166	16.5421
O	12.7677	2.697	21.2197
O	8.2137	-1.0878	18.6747
O	3.2246	-5.7804	18.6287
O	4.6105	0.9574	15.2704
O	8.3646	-2.2649	16.3011
O	10.5547	4.0458	22.3532
O	2.3807	-1.2825	19.2937
O	4.5918	6.057	24.5045
O	8.3233	-1.8511	21.4201
O	7.7423	4.2032	17.9658
O	6.7229	4.8451	15.7507
O	9.1556	0.2588	16.5132
O	4.3048	10.3094	-0.4684
O	2.5058	4.5336	16.5582
O	9.9298	-5.1615	21.5274
O	7.7572	7.6204	22.987
O	10.2277	-0.6135	20.1473

Results
free energy: -47205.499 eV
free energy less fixed offsets of O -463.61, Si -117.95 eV per atom: -25.429 eV
pressure: -1.56 GPa
stress xx, yy, zz, yz, xz, xy (GPa, positive in tension): 0.37, 2.93, 1.37, -0.01, 0.01, -0.61

Forces (eV/angstrom), in the order of the atoms: element, x, y, z
Si	-0.0092	0.2678	-0.8124
Si	0.1986	-0.343	-0.6817
Si	-0.2925	0.0402	-0.4696
Si	-0.0852	-0.0866	-0.2123
Si	-0.1388	0.1291	0.1464
Si	0.1264	0.0294	-0.2681
Si	0.216	-0.1027	-0.6238
Si	0.1229	0.192	-0.4784
Si	-0.1216	-0.0847	-0.7826
Si	0.1104	-0.086	-0.227
Si	-0.0079	0.1029	-0.2415
Si	-0.1529	0.0845	-0.2592
Si	0.017	-0.1474	-0.1901
Si	0.1632	0.0706	-0.107
Si	0.0905	-0.1024	-0.2311
Si	-0.1212	-0.0291	-0.2042
Si	-0.0949	0.1201	-0.2553
Si	0.1512	0.1135	-0.3047
Si	0.1226	-0.0045	0.0621
Si	-0.0063	-0.1028	-0.144
Si	-0.0678	0.0558	0.1342
Si	-0.0305	0.0543	-0.2438
Si	-0.0643	-0.018	0.2949
Si	0.0309	0.0198	0.1754
Si	-0.1614	0.0456	0.1632
Si	0.0424	-0.0687	0.0147
Si	0.0395	0.0971	0.3783
Si	-0.0146	0.0347	-0.16
Si	0.0022	0.0559	0.0014
Si	-0.064	-0.1188	0.009
Si	-0.2068	0.0513	0.0563
Si	0.1191	0.0309	-0.0487
Si	0.0033	0.0968	-0.0077
Si	0.219	-0.0555	-0.005
Si	-0.0683	-0.0286	-0.0861
Si	-0.0486	-0.0237	-0.0524
Si	0.0198	-0.0139	0.0088
Si	0.0056	0.0337	-0.0139
Si	0.0136	0.0487	-0.0183
Si	-0.0062	-0.0395	0.0084
Si	0.0056	-0.0219	-0.0365
Si	0.0215	-0.0384	-0.0418
Si	-0.0915	0.0521	0.0154
Si	-0.007	-0.0535	-0.0201
Si	-0.0114	0.0244	0.004
Si	-0.06	0.0295	-0.0185
Si	0.0339	-0.0185	-0.0429
Si	-0.0147	0.0279	-0.0356
Si	0.0252	-0.1108	0.0236
Si	0.0384	0.2126	0.0029
Si	-0.0134	-0.092	-0.0102
Si	0.0195	-0.0659	-0.0389
Si	0.005	0.0221	-0.0517
Si	-0.0153	-0.0124	0.0068
Si	0.009	-0.0255	0.1233
Si	0.0815	-0.0506	-0.0144
Si	-0.0027	0.1551	0.0288
Si	-0.0282	-0.0729	0.1013
Si	0.0306	-0.2231	0.0435
Si	-0.0161	0.1457	0.033
Si	0.02	-0.0333	0.125
Si	-0.0177	-0.1183	0.0115
Si	-0.0099	0.1974	0.0154
Si	-0.0264	-0.0405	0.0289
Si	-0.0061	-0.1383	-0.2609
Si	-0.0385	0.1523	-0.2775
Si	0.0507	0.0311	-0.0329
Si	0.0232	-0.1065	-0.311
Si	-0.0321	0.1646	-0.2103
Si	-0.0035	-0.006	0.1206
Si	-0.1045	-0.1513	-0.216
Si	0.0938	0.1157	-0.2418
Si	-0.0349	-0.0973	0.1629
Si	0.0367	0.0721	0.2736
Si	-0.0037	0.0055	0.2029
Si	-0.046	-0.0762	0.2805
Si	-0.0385	0.045	0.1565
Si	-0.1069	-0.0479	0.1056
Si	0.0376	-0.0498	0.1819
Si	0.0208	0.0773	0.1397
Si	0.1068	0.0799	0.0914
Si	-0.0245	-0.5805	0.6208
Si	0.0316	0.4196	0.6603
Si	0.0875	0.0065	1.0148
Si	0.1064	-0.4959	0.5862
Si	-0.1355	0.4941	0.5
Si	0.0432	-0.1974	1.0448
Si	0.0856	-0.1843	0.5751
Si	-0.0652	0.2953	0.5225
Si	-0.0399	-0.0994	0.9941
Si	-0.1196	-0.0442	0.1694
Si	0.132	-0.0232	0.3554
Si	0.0889	0.1552	0.3564
Si	-0.0896	-0.0202	0.5448
Si	-0.0914	-0.0271	0.4296
Si	0.3355	-0.0778	-0.0194
Si	0.1042	-0.067	0.1848
Si	0.0291	0.0932	0.2324
Si	0.1012	0.0317	-0.3867
Si	-0.0687	-0.0237	-0.3155
Si	-0.0184	-0.0549	-0.3415
Si	-0.1875	0.0766	-0.151
Si	0.1899	0.0743	0.1205
Si	0.0951	0.164	-0.0706
Si	-0.0703	-0.0665	-0.2021
Si	-0.1049	0.0123	0.3961
Si	-0.2366	-0.088	-0.3362
Si	0.0457	-0.0224	0.3251
Si	-0.2999	0.152	-0.2796
Si	0.0507	-0.0802	-0.4662
Si	0.158	-0.049	-0.276
Si	-0.1291	0.0845	-0.3619
Si	0.0869	-0.264	0.0334
Si	-0.0493	0.0439	0.3714
Si	0.0207	-0.0222	-0.1186
Si	0.0151	-0.3621	0.0876
Si	-0.0892	-0.1199	-0.1475
O	0.1615	0.1346	0.5968
O	-0.0049	0.2064	0.7259
O	-0.1104	0.1992	0.0042
O	-0.0388	-0.1721	0.0169
O	-0.169	-0.1206	0.4717
O	0.1644	0.3376	0.0765
O	-0.0911	0.212	-0.0376
O	-0.3381	-0.2665	-0.0443
O	-0.483	-0.2316	-0.0861
O	-0.0403	0.0171	0.336
O	0.1765	-0.0453	0.2382
O	0.0423	0.0803	-0.1126
O	0.2347	-0.0534	0.524
O	0.0187	0.312	0.1188
O	0.1075	-0.307	0.6069
O	-0.0914	-0.108	-0.2014
O	0.0089	-0.2234	-0.3569
O	-0.0083	0.4303	-0.6074
O	-0.0826	-0.051	0.0773
O	-0.037	0.6162	-0.5811
O	-0.028	-0.4371	-0.696
O	0.0123	0.0279	-0.1669
O	0.1456	0.1712	-0.4341
O	-0.1163	-0.4449	-0.2411
O	0.191	0.0299	-0.3073
O	0.3694	0.2014	0.2238
O	-0.186	-0.1949	-0.6587
O	0.1051	0.2029	-0.296
O	0.0609	-0.3772	-0.7196
O	0.0868	0.2608	-0.378
O	0.1363	-0.1373	-0.0094
O	0.1989	0.1774	0.6253
O	0.0104	-0.0456	-0.3261
O	0.2851	0.3602	0.1127
O	-0.1373	0.1803	0.4774
O	0.0306	-0.1539	-0.2742
O	-0.1555	-0.5188	0.5019
O	-0.105	-0.0708	-0.4522
O	0.1193	-0.1315	-0.0101
O	0.1976	0.0244	-0.1621
O	-0.2907	0.1939	-0.1508
O	0.2377	0.231	0.1602
O	-0.0589	-0.0361	-0.1707
O	0.1298	0.0577	0.1039
O	0.5859	-0.074	0.2903
O	0.0279	0.181	-0.3202
O	-0.2952	0.1632	-0.069
O	0.1375	-0.2261	-0.1688
O	-0.0591	-0.2331	0.0928
O	-0.061	0.0669	0.3662
O	-0.1827	-0.298	0.3988
O	-0.1631	-0.1091	-0.0624
O	0.0291	0.418	-0.6193
O	-0.2598	0.0094	0.2884
O	-0.0232	-0.0788	-0.2211
O	-0.174	-0.2563	0.2184
O	0.0283	-0.051	-0.0841
O	0.0615	0.1725	-0.2819
O	-0.018	0.0778	-0.0382
O	-0.3469	0.1406	0.1814
O	0.0071	-0.0585	0.2077
O	0.2031	-0.0326	-0.059
O	0.0967	-0.0467	-0.1208
O	0.2171	-0.2192	0.3092
O	-0.0701	0.1627	-0.3997
O	-0.1578	0.1486	-0.0044
O	0.0445	0.1385	-0.2805
O	-0.0801	0.1409	0.468
O	-0.0167	-0.0141	-0.4385
O	-0.2523	-0.1038	0.1745
O	0.0468	0.0629	-0.0722
O	0.0449	-0.03	0.3328
